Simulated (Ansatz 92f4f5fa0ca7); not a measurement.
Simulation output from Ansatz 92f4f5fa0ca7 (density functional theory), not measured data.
Periodic cell of 226 atoms, Si134O92, from a study of silicon, its oxide and their interface. The atomic structure is a simulated model.
Doubt: the cutoff is far below the 930 eV that the study's wrapper takes by default for these files, so forces and energies are approximate.
This geometry differs little from another in the collection (a relaxation step or a small displacement).

Settings: functional PBE; potential files Ansatz PAW; basis plane waves; wave-function cutoff 580 eV; density cutoff ratio 5; exchange-correlation grid ratio 1; k mesh 1 x 1 x 1, Gamma-centred; self-consistency stop 5e-08 eV per atom in the density residual; occupations fixed; spin none; net charge 0.

Cell vectors (angstrom)
a 10.938 0 0
b 0 10.938 0
c 0 0 32.282

Atoms: element, x, y, z (angstrom)
Si 0.2497 -0.378 24.8603
Si 5.1528 0.2769 24.7269
Si 2.9716 2.6351 24.7177
Si 7.9899 3.1036 24.9894
Si -0.3767 5.6748 24.907
Si 5.6925 5.2558 24.7998
Si 2.6333 8.4475 24.6249
Si 8.5447 8.0902 24.9382
Si 1.3391 1.4203 25.9853
Si 6.8491 1.3343 26.0415
Si 4.1452 4.0959 26.1474
Si 9.4802 4.2213 26.3869
Si 1.448 6.7937 25.952
Si 6.7992 6.937 26.0586
Si 4.0493 9.6401 26.1017
Si 9.72 9.507 26.3557
Si 2.6744 0.0619 27.4702
Si 8.2187 -0.0034 27.4887
Si -0.0061 2.7346 27.4875
Si 5.5018 2.692 27.4932
Si 2.7452 5.4648 27.4546
Si 8.0834 5.6026 27.5835
Si 0.1353 8.0747 27.5455
Si 5.4264 8.2564 27.4621
Si 4.1018 1.3673 28.8638
Si 9.5708 1.3673 28.8638
Si 1.3673 4.1018 28.8638
Si 6.8362 4.1018 28.8638
Si 4.1018 6.8362 28.8638
Si 9.5708 6.8362 28.8638
Si 1.3673 9.5708 28.8638
Si 6.8362 9.5708 28.8638
Si 0 0 30.231
Si 5.469 0 30.231
Si 2.7345 2.7345 30.231
Si 8.2035 2.7345 30.231
Si 0 5.469 30.231
Si 5.469 5.469 30.231
Si 2.7345 8.2035 30.231
Si 8.2035 8.2035 30.231
Si 1.3673 1.3673 31.5983
Si 6.8362 1.3673 31.5983
Si 4.1018 4.1018 31.5983
Si 9.5708 4.1018 31.5983
Si 1.3673 6.8362 31.5983
Si 6.8362 6.8362 31.5983
Si 4.1018 9.5708 31.5983
Si 9.5708 9.5708 31.5983
Si 2.7345 0 0.6835
Si 8.2035 0 0.6835
Si 0 2.7345 0.6835
Si 5.469 2.7345 0.6835
Si 2.7345 5.469 0.6835
Si 8.2035 5.469 0.6835
Si 0 8.2035 0.6835
Si 5.469 8.2035 0.6835
Si 4.1018 1.3673 2.0507
Si 9.5708 1.3673 2.0507
Si 1.3673 4.1018 2.0507
Si 6.8362 4.1018 2.0507
Si 4.1018 6.8362 2.0507
Si 9.5708 6.8362 2.0507
Si 1.3673 9.5708 2.0507
Si 6.8362 9.5708 2.0507
Si 0 0 3.418
Si 5.469 0 3.418
Si 2.7345 2.7345 3.418
Si 8.2035 2.7345 3.418
Si 0 5.469 3.418
Si 5.469 5.469 3.418
Si 2.7345 8.2035 3.418
Si 8.2035 8.2035 3.418
Si 1.2763 1.4256 4.8126
Si 6.7747 1.3917 4.7785
Si 4.1594 4.0361 4.8234
Si 9.5982 4.0905 4.8492
Si 1.4022 6.7441 4.7538
Si 6.8088 6.8481 4.7765
Si 4.108 9.6044 4.7734
Si 9.6527 9.5296 4.7021
Si 2.6541 0.0175 6.0665
Si 8.3108 0.0529 5.9122
Si -0.0168 2.7445 6.3924
Si 5.3928 2.6214 6.3416
Si 2.7856 5.4016 6.1526
Si 8.1483 5.4552 6.1329
Si -0.0302 8.0613 6.0579
Si 5.4851 8.2579 6.1589
Si 3.6673 1.4389 7.646
Si 9.1821 1.524 7.5613
Si 1.6397 3.9564 7.6564
Si 7.0186 3.9031 7.5062
Si 3.9217 7.039 7.4225
Si 9.285 7.0395 7.4622
Si 1.5766 9.2357 7.2277
Si 7.2023 9.4778 7.2381
O 6.8491 4.1477 24.3787
O 1.4165 9.5303 24.2205
O 6.6203 -2.4504 12.4216
O 2.77 8.1865 7.7389
O 4.1957 0.2976 11.5323
O 8.2359 8.2872 7.8035
O 5.5851 10.4923 23.3033
O -0.1476 4.7618 23.5497
O 3.9982 0.4038 8.9149
O 9.2457 0.621 8.9847
O 0.8256 9.7748 8.5984
O 3.0053 1.7972 13.452
O 9.8459 6.3539 8.8663
O 1.1424 4.9067 8.945
O 6.5275 4.6861 8.8792
O 4.4765 6.4015 8.8453
O 7.8579 0.2721 22.1952
O 8.9769 2.6734 23.7424
O 2.4394 3.4213 23.3427
O 10.1095 0.0505 23.6759
O 10.8199 11.3648 19.9838
O 7.9705 8.1409 19.841
O 4.9756 5.7575 23.4039
O 3.5105 7.9519 23.2785
Si 4.048 -0.64 10.1974
Si -12.9293 3.8424 20.0965
Si 12.6883 2.8875 21.9337
Si 13.5583 -1.2909 19.7099
Si 20.4585 11.9425 19.1893
Si 4.2872 2.4012 17.7788
Si -8.7242 -6.649 16.5959
Si 0.3226 4.9083 12.7193
Si 8.7324 9.1382 18.7864
Si 6.4486 9.5547 13.6418
Si 10.8366 -1.163 20.3979
Si 0.5255 0.0769 12.1902
Si -1.2916 -8.5426 13.5265
Si 0.9438 4.5654 19.3391
Si 17.2081 10.9253 21.8707
Si 6.6514 -2.3852 10.8008
Si 1.6256 6.8834 14.9428
Si 3.0352 -4.3496 19.6903
Si -4.0162 12.4189 12.2963
Si -0.9771 3.5605 22.8018
Si 5.7107 5.806 9.7407
Si 4.2028 8.2769 15.4173
Si 4.4164 6.8867 22.3764
Si 8.9916 10.1865 22.792
Si 7.89 10.9157 9.6824
Si 3.1147 1.472 11.8428
Si 6.3774 8.232 20.2516
Si -6.2416 3.7662 11.9219
Si 12.0788 -1.8262 10.0592
Si 8.4952 10.0062 15.9058
Si 2.8102 10.6824 16.9097
Si 13.5947 3.3784 13.7353
Si 3.9507 1.2344 20.6321
Si 11.1943 6.0483 9.7573
Si 6.977 3.9073 17.8329
Si -2.0012 1.931 16.4467
Si 0.6222 -1.1232 15.0493
Si 5.3105 6.5429 17.7836
O -5.0484 2.6836 17.8435
O 1.6965 14.7875 20.6103
O 2.1137 10.3827 18.3547
O 3.8086 1.0485 16.9689
O -1.3889 6.8871 24.4139
O 14.9745 -6.7214 13.381
O 3.6203 20.282 16.4948
O 7.6026 -6.6446 19.3065
O 8.1775 9.021 23.6171
O 0.796 8.2182 15.4037
O 2.7109 -1.5425 10.3982
O 1.5841 3.8938 12.6139
O 3.6897 3.7254 17.0284
O -4.2406 7.0318 10.2014
O 0.9902 -3.4533 10.014
O 5.4489 1.3096 21.3158
O -2.8132 -7.6252 16.8177
O 9.0054 4.2565 21.6657
O 0.1772 2.544 22.235
O 18.9285 9.4494 10.4299
O 11.9094 -0.8041 13.4881
O 8.9175 13.1581 20.0504
O 9.8556 2.2098 15.1346
O -0.5306 1.2202 12.6695
O 0.7642 -4.8212 13.7643
O 1.4206 -1.5163 20.7879
O -5.0509 24.5947 12.2165
O -0.9138 3.957 13.2064
O 1.5777 -0.0866 15.8725
O 18.9094 0.6074 16.2033
O -5.6393 -1.6756 10.1968
O 9.8354 9.4394 21.6233
O 5.7869 7.732 18.8062
O 8.4183 10.7293 19.121
O 3.4268 6.2401 21.2429
O 14.7111 10.5895 20.3161
O 8.1019 2.1691 13.1555
O 4.0348 5.8823 18.5972
O 0.1082 9.8455 11.1102
O 5.7398 7.4122 21.5283
O 1.9423 5.8648 16.2077
O 8.1379 2.7624 7.9501
O 12.2099 3.9061 17.8702
O -9.2783 -10.0013 11.3749
O -4.5074 0.1621 13.1236
O 20.8614 12.4815 17.7003
O 14.7685 2.2064 19.3337
O 1.9506 3.495 15.1888
O 2.6771 1.6008 21.5769
O 6.3483 5.3421 17.3885
O 1.509 -4.8389 19.3886
O -4.0983 10.5836 8.447
O 3.1977 8.1759 19.4185
O 7.6594 -1.6075 14.6988
O -0.6728 4.5127 19.4114
O 5.0688 -1.777 14.3814
O -0.9088 -0.777 15.4138
O 5.1265 5.0789 11.0815
O 6.1806 9.7772 20.7198
O 7.3279 11.9997 10.7646
O 5.002 7.1858 16.3205
O 3.0909 7.4792 14.5011
O 8.3765 8.9858 17.1964
O 15.019 12.4092 24.308
O 10.3288 -2.0339 19.0915
O -0.0888 -5.4583 11.2489
O 3.5856 2.8603 11.0917
O 2.6706 2.7084 8.1245

Results
free energy: -137506.761 eV
free energy less fixed offsets of O -568.88, Si -635.61 eV per atom: 1.939 eV

Forces (eV/angstrom), in the order of the atoms: element, x, y, z
Si -0.0025 -0.0134 -0.0062
Si -0.0196 -0.0037 -0.0085
Si 0.0104 0.0042 -0.0131
Si -0.0005 0.0189 -0.0052
Si -0.0137 0.0038 -0.0018
Si 0.0001 -0.006 -0.0011
Si 0.003 0.0103 -0.0136
Si 0.0105 -0.0021 0.0039
Si -0.0029 0.0031 0.0089
Si 0.002 -0.0007 0.0082
Si 0.0034 -0.0019 0.0067
Si -0.0008 0.0026 0.0009
Si 0.0025 -0.0011 0.0093
Si 0.0015 -0.0001 0.0082
Si -0.0027 0.0022 0.0058
Si 0.0019 -0.0046 -0.0036
Si 0.0045 -0.0065 0.002
Si 0.0008 -0.0024 0.0007
Si -0.0019 0.0017 -0.0017
Si -0.005 0.0064 -0.0006
Si 0.0007 -0.0011 -0.0044
Si -0.0021 -0.0012 -0.0042
Si -0.0009 0.0042 0.002
Si 0.0005 -0.0016 -0.0051
Si -0.0883 -0.0483 -0.0365
Si -0.0269 0.0224 -0.0251
Si 0.0928 0.005 -0.2238
Si -0.2972 -0.003 0.2514
Si -0.079 0.0956 -0.2829
Si 0.1484 0.0766 0.5193
Si 0.2518 -0.0012 0.1122
Si -0.0493 0.0691 -0.1733
Si -0.0738 -0.1173 -0.0299
Si -0.0449 -0.0456 -0.018
Si 0.0862 0.0526 -0.0093
Si 0.0925 0.1061 -0.0153
Si -0.1844 -0.1009 0.0157
Si -0.0502 -0.1579 0.0086
Si 0.0981 0.1667 0.0214
Si 0.1854 0.1143 0.0077
Si -0.0245 -0.0399 -0.0382
Si -0.0312 -0.0151 -0.0412
Si -0.034 0.0824 0.0166
Si 0.0541 -0.0244 0.021
Si 0.0066 0.0191 -0.0491
Si 0.027 -0.0151 -0.0454
Si 0.0273 -0.0453 0.0057
Si -0.0802 0.0633 0.0174
Si 0.0533 -0.0475 -0.0259
Si 0.0237 0.018 0.0143
Si 0.0086 -0.0049 0.037
Si -0.0091 0.025 0.0388
Si -0.0328 -0.0205 0.0119
Si 0.0078 -0.0183 -0.0107
Si -0.0153 -0.0018 0.0356
Si 0.0305 0.0307 0.0314
Si -0.0789 -0.127 0.0057
Si -0.0778 -0.1349 0.0263
Si -0.0394 0.0305 -0.0157
Si 0.1039 0.1212 0.0062
Si -0.0545 -0.0487 0.0118
Si -0.0823 -0.0395 0.024
Si 0.0848 0.1506 -0.015
Si 0.0269 0.023 0.0082
Si 0.2851 0.2252 -0.4584
Si -0.0471 0.0805 -0.3055
Si -0.1154 0.0445 0.2772
Si -0.0437 0.2069 0.3208
Si -0.0337 -0.4951 -0.1374
Si -0.0334 -0.2173 0.0497
Si 0.0558 -0.0373 0.1063
Si -0.0664 -0.049 -0.1774
Si 0.0057 -0.0082 0.0001
Si 0.0042 0.001 0.001
Si -0.0062 -0.0005 0.0059
Si -0.0013 0.0039 0.0099
Si -0.0026 0.0037 0.0123
Si -0.0115 0.0016 0.0091
Si -0.001 -0.0044 -0.0035
Si -0.0011 0.0028 0.0014
Si -0.0063 0.0085 0.0122
Si 0.0014 0.001 0.0008
Si -0.0072 0.0045 -0.0052
Si -0.0022 0.0004 0.0029
Si 0.009 0.0068 -0.0071
Si 0.002 -0.0136 0.0009
Si 0.0114 -0.0053 -0.0029
Si 0.0541 0.0258 0.0002
Si -0.0006 -0.0065 -0.0121
Si -0.0077 0.0043 0.001
Si 0.0074 -0.006 0.0155
Si 0.0093 0.0034 -0.0116
Si -0.0274 -0.0125 0.0096
Si -0.0038 -0.0007 0.0011
Si 0.0025 0.0065 -0.0091
Si -0.0384 -0.0188 -0.0242
O 0.0062 -0.008 0.0026
O -0.0011 0.0013 0.0052
O 0.0003 0.0015 0.0028
O 0.009 -0.0063 0.0012
O -0.0004 0.0015 0.001
O 0.001 -0.0003 0.002
O 0.0016 0.002 0.0037
O 0.0005 0.0011 0.0049
O 0.0007 -0.0015 0.0041
O 0.0016 0 -0.0003
O -0.0004 -0.0016 0.0011
O 0.0007 0.0005 0.0004
O 0.0024 -0.0009 -0.0004
O 0.0008 -0.0005 -0.0062
O -0.0013 0.0017 0.0042
O 0.0017 0.0014 -0.0006
O 0.0006 -0.0007 0.0041
O -0.0025 0.0016 0.0054
O -0.0011 -0.0006 0.0059
O 0.0028 -0.0008 0.0068
O 0.0002 0.0004 0.0016
O 0.0013 0.0013 0.001
O -0.0013 0.0028 0
O 0.0016 -0.001 0.0049
Si -0.0004 0.0013 -0.0015
Si 0.0003 -0.0001 -0.0014
Si 0.0004 0.0001 -0.0031
Si -0.0002 -0.0011 -0.0017
Si 0 0.0011 -0.0009
Si 0.0004 0.0004 0.0004
Si 0.0009 0.0007 0.0009
Si 0.0005 0.0008 0.0003
Si -0.0004 0.001 -0.0001
Si -0.0002 -0.001 0.0033
Si 0.0006 0.0002 -0.0017
Si 0.0004 0.0001 0.0022
Si -0.0009 -0.0001 0.0015
Si 0.0008 0.0006 -0.0003
Si 0.0006 0.0004 -0.0031
Si -0.0002 0.0004 -0.0002
Si 0.0015 0.0006 0.0009
Si 0.0002 0.0001 -0.0007
Si 0.0013 -0.0005 0.0011
Si 0.0009 -0.0008 -0.0042
Si 0.0008 -0.0013 0.0002
Si 0.0015 -0.0004 0.0014
Si 0.0002 -0.0008 -0.0018
Si -0.0002 -0.0011 -0.0041
Si -0.0007 0.0018 0.0002
Si 0.0011 -0.0005 0
Si -0.0009 -0.0001 -0.0014
Si 0.0003 0.0001 0
Si 0.0024 0.0006 0.0007
Si 0.0032 -0.0047 -0.0078
Si 0.0007 -0.0002 0.0009
Si 0.0007 0.0003 0.0013
Si 0.0003 0 -0.0016
Si -0.0014 0.0003 0.0016
Si 0.0006 -0.0005 -0.0009
Si 0.0008 0.0003 0.0011
Si -0.0033 0.0025 0.0014
Si 0.0001 0.0006 0.0001
O 0.0019 0.0008 0.0015
O 0 0.0003 0.0014
O 0.0009 0.0002 0.0008
O 0.0003 0 0.0012
O 0 -0.0001 0.0011
O 0 0 0.0007
O 0.0006 0.0004 0.001
O 0.0006 0.0002 0.0009
O 0.0009 -0.0001 0.0005
O 0 0.0008 0.0007
O -0.0016 -0.0003 0.0003
O 0.0002 0.0001 0.0011
O 0.0005 0.0002 0.0008
O 0.0002 0.0006 -0.0003
O 0.0005 0.001 0.0001
O -0.0001 0.0001 0.0025
O -0.0015 0.0008 0.0022
O 0.0001 0 0.0032
O -0.0002 0.0008 0.0039
O 0.0001 0.0002 0.0001
O -0.0013 0.0007 0.0021
O 0.0007 -0.0001 0.0016
O 0.0002 0.0003 -0.0004
O 0.0003 0.0002 0.0002
O 0.0008 0 0.0006
O 0.001 0.0001 0.0014
O 0 0.0007 -0.0002
O 0.0006 0 0.0004
O -0.0009 -0.0016 -0.0019
O 0.0013 -0.0019 -0.0005
O 0.0006 -0.0004 0.0009
O -0.0001 0.0015 0.0037
O 0.0002 0 0.0019
O 0.0001 -0.0005 0.001
O 0.0005 0.0009 0.0022
O 0.0003 0.0006 0.002
O 0.0015 0.0008 -0.0002
O 0.0005 -0.0001 0.0011
O -0.0001 0.0004 0.0001
O 0.0003 0.0003 0.0024
O 0.0005 -0.0001 0.0006
O 0.0003 -0.0007 0.0012
O 0.0006 0.0005 0.0007
O 0.0003 0.0001 0.0005
O 0.0008 -0.0005 0.0005
O 0 0.0011 0.0008
O 0.0006 0.0005 0.0013
O 0.0007 0 0
O 0.0007 0.0002 0.0027
O 0.001 -0.0004 0.0018
O -0.0001 -0.0006 0.0016
O 0.0043 0.0035 0.0062
O -0.0004 0.002 0.0021
O 0.0053 0.0061 0.0077
O 0.0011 0 0.0015
O 0.0057 0.0009 -0.0007
O -0.0051 -0.0023 0.0049
O -0.0005 -0.0005 0.0013
O 0.0003 -0.0001 0.0023
O 0.0006 0.0005 0.0009
O -0.0004 0.0015 0.0001
O 0.0003 0 0.0008
O 0.0013 0.0035 -0.0046
O 0.0068 -0.0022 0.0049
O -0.0005 0 0.0015
O 0.001 -0.0003 -0.0003
O 0.0007 0.0002 0.0009
O -0.0092 0.0084 0.0003

The program warned: the cutoff lies below the one the program advises for these potential files; the forces do not sum to zero within the program's tolerance; the exchange-correlation potential is rough where the density is thin.
